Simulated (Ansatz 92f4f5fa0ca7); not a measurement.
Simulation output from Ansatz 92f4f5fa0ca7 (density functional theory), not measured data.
Periodic cell of 221 atoms, Si132O88H1, from a study of silicon, its oxide and their interface. The atomic structure is a simulated model.
Doubt: the cutoff is far below the 930 eV that the study's wrapper takes by default for these files, so forces and energies are approximate.
This geometry differs little from another in the collection (a relaxation step or a small displacement).

Settings: functional PBE; potential files Ansatz PAW; basis plane waves; wave-function cutoff 580 eV; density cutoff ratio 5; exchange-correlation grid ratio 1; k mesh 1 x 1 x 1, Gamma-centred; self-consistency stop 5e-08 eV per atom in the density residual; occupations fixed; spin none; net charge +1 e, with a uniform compensating background and no finite-size correction.

Cell vectors (angstrom)
a, 10.938, 0, 0
b, 0, 10.938, 0
c, 0, 0, 32.2307

Atoms and the computed forces on them: element, x, y, z (angstrom), force x, y, z (eV/angstrom)
Si, -0.233, 0.2359, 24.6829, 0.0009, -0.0005, 0.0036
Si, 5.715, -0.3435, 24.7445, -0.0002, 0.0014, -0.0003
Si, 2.5102, 2.8142, 24.7551, -0.0008, -0.0011, 0.0023
Si, 8.4612, 2.4734, 24.6884, 0.0019, 0.0042, 0.0027
Si, 0.1938, 4.9677, 24.6325, 0.0002, 0.001, 0.0026
Si, 5.2296, 5.8024, 25.0309, 0.0029, 0.0016, -0.0016
Si, 2.9646, 7.9132, 24.7837, 0.0001, 0.0007, -0.0021
Si, 7.9615, 8.3874, 24.7753, 0, -0.0008, 0.0006
Si, 1.3169, 1.3284, 26.1018, -0.0003, 0.0026, -0.0019
Si, 6.8486, 1.3164, 26.0063, -0.0019, -0.0024, -0.0005
Si, 4.0696, 4.0467, 26.0722, -0.0005, -0.001, 0.0001
Si, 9.5624, 4.0162, 26.0945, -0.0016, -0.0003, -0.0024
Si, 1.2895, 6.7273, 25.9399, 0.0005, -0.0009, -0.0009
Si, 6.8324, 6.9298, 26.2521, 0.0006, -0.0023, -0.0011
Si, 4.0952, 9.5215, 26.0941, 0.0007, 0.0007, -0.0023
Si, 9.5641, 9.5792, 26.0266, -0.0004, 0.0012, -0.0012
Si, 2.7352, -0.013, 27.4328, -0.0009, 0.0008, 0.0026
Si, 8.2144, -0.0037, 27.4389, 0.0008, -0.0006, -0.0027
Si, 0.0035, 2.7149, 27.4895, 0.0016, -0.0011, -0.0021
Si, 5.4908, 2.7093, 27.4085, 0.0003, 0.0006, 0.0008
Si, 2.6992, 5.4481, 27.4216, -0.0016, -0.0008, -0.0017
Si, 8.221, 5.4549, 27.4491, -0.0006, 0.0001, 0
Si, 0.0063, 8.1772, 27.3731, -0.0001, 0.0007, 0.0012
Si, 5.4448, 8.2554, 27.5445, 0.0006, -0.0001, 0.0018
Si, 4.1018, 1.3673, 28.8124, 0.0866, -0.0313, -0.1935
Si, 9.5708, 1.3673, 28.8124, -0.1069, -0.127, 0.2394
Si, 1.3673, 4.1018, 28.8124, -0.018, 0.0448, 0.2142
Si, 6.8362, 4.1018, 28.8124, 0.024, -0.1529, -0.1419
Si, 4.1018, 6.8362, 28.8124, -0.3425, -0.186, 0.0871
Si, 9.5708, 6.8362, 28.8124, 0.1948, 0.0215, -0.1772
Si, 1.3673, 9.5708, 28.8124, -0.0211, -0.2661, -0.2956
Si, 6.8362, 9.5708, 28.8124, 0.1772, 0.464, 0.4749
Si, 0, 0, 30.1797, -0.112, -0.0022, -0.0212
Si, 5.469, 0, 30.1797, 0.1299, 0.0115, 0.0437
Si, 2.7345, 2.7345, 30.1797, -0.0373, 0.0894, -0.0401
Si, 8.2035, 2.7345, 30.1797, 0.0015, -0.0492, 0.0203
Si, 0, 5.469, 30.1797, 0.055, -0.0276, 0.0016
Si, 5.469, 5.469, 30.1797, -0.0927, -0.0228, -0.0464
Si, 2.7345, 8.2035, 30.1797, -0.0189, -0.1034, 0.0044
Si, 8.2035, 8.2035, 30.1797, -0.0481, 0.0516, -0.0367
Si, 1.3673, 1.3673, 31.5469, 0.0806, -0.0291, -0.0202
Si, 6.8362, 1.3673, 31.5469, -0.0799, 0.0539, -0.0019
Si, 4.1018, 4.1018, 31.5469, 0.0404, -0.0562, -0.0046
Si, 9.5708, 4.1018, 31.5469, -0.0117, 0.0675, -0.0368
Si, 1.3673, 6.8362, 31.5469, -0.0215, 0.0362, -0.0193
Si, 6.8362, 6.8362, 31.5469, 0.0282, -0.0247, -0.0159
Si, 4.1018, 9.5708, 31.5469, -0.0387, 0.0034, -0.0356
Si, 9.5708, 9.5708, 31.5469, 0.0464, -0.0575, -0.001
Si, 2.7345, 0, 0.6835, 0.016, -0.0275, 0.0088
Si, 8.2035, 0, 0.6835, -0.0359, 0.03, 0.005
Si, 0, 2.7345, 0.6835, -0.0505, 0.0357, 0.0049
Si, 5.469, 2.7345, 0.6835, 0.0291, 0.0358, 0.0414
Si, 2.7345, 5.469, 0.6835, -0.0306, 0.032, 0.0043
Si, 8.2035, 5.469, 0.6835, 0.0227, -0.078, 0.0153
Si, 0, 8.2035, 0.6835, 0.0264, -0.0446, 0.0328
Si, 5.469, 8.2035, 0.6835, -0.0104, 0.0186, 0.0163
Si, 4.1018, 1.3673, 2.0507, -0.1067, -0.0093, -0.0497
Si, 9.5708, 1.3673, 2.0507, 0.0617, -0.0203, 0.0696
Si, 1.3673, 4.1018, 2.0507, 0.0611, -0.0009, 0.0707
Si, 6.8362, 4.1018, 2.0507, -0.0077, 0.0905, -0.0813
Si, 4.1018, 6.8362, 2.0507, 0.0167, -0.0528, 0.087
Si, 9.5708, 6.8362, 2.0507, -0.0186, 0.0502, -0.0495
Si, 1.3673, 9.5708, 2.0507, 0.0772, 0.0467, -0.0458
Si, 6.8362, 9.5708, 2.0507, 0.041, -0.0465, 0.0617
Si, 0, 0, 3.418, 0.1012, 0.0449, 0.0809
Si, 5.469, 0, 3.418, -0.0762, 0.1317, 0.4064
Si, 2.7345, 2.7345, 3.418, -0.1051, -0.5257, -0.2529
Si, 8.2035, 2.7345, 3.418, -0.3449, 0.0766, 0.2304
Si, 0, 5.469, 3.418, -0.2317, 0.017, 0.1244
Si, 5.469, 5.469, 3.418, 0.4377, -0.1552, -0.4576
Si, 2.7345, 8.2035, 3.418, -0.095, 0.5931, -0.0512
Si, 8.2035, 8.2035, 3.418, 0.3045, 0.0408, -0.2203
Si, 1.3574, 1.3709, 4.8265, 0.0023, 0.0027, 0.0045
Si, 6.8309, 1.3688, 4.8578, 0, -0.0003, -0.0002
Si, 4.1938, 4.0002, 4.6856, -0.0032, -0.0018, 0.0019
Si, 9.5283, 4.1141, 4.8052, 0.0011, 0.0002, -0.0006
Si, 1.3282, 6.9088, 4.745, -0.0005, 0.0022, 0.0001
Si, 6.87, 6.8282, 4.7384, 0.0035, 0.003, -0.0024
Si, 4.0671, 9.62, 4.8387, -0.0017, 0, 0
Si, 9.5705, 9.5862, 4.7942, -0.0028, -0.0005, 0.0039
Si, 2.7201, 0.0499, 6.3374, -0.0008, -0.003, 0.0033
Si, 8.231, 0.0111, 6.2252, 0.0032, 0.0007, 0.0002
Si, -0.0693, 2.7387, 6.1689, -0.0013, -0.0032, -0.0019
Si, 5.4405, 2.718, 6.2791, -0.0011, -0.0019, 0.0001
Si, 2.8544, 5.5018, 5.7858, -0.0016, -0.0009, -0.0014
Si, 8.2062, 5.5202, 6.2023, 0.0021, -0.0008, 0.002
Si, 0.02, 8.278, 6.2198, -0.0001, -0.003, 0.0031
Si, 5.5356, 8.2311, 6.0515, -0.0034, -0.0001, 0.001
Si, 3.6555, 1.8333, 7.6713, 0.0013, -0.0001, -0.0023
Si, 9.8322, 1.096, 7.6051, -0.0052, -0.0012, -0.0058
Si, 1.5367, 4.1721, 7.0845, 0.0029, -0.0003, -0.0001
Si, 6.5936, 4.3641, 7.4982, 0.0001, -0.001, 0.004
Si, 4.4073, 6.5408, 7.1687, -0.0002, 0.0033, 0.0003
Si, 9.2912, 7.2132, 7.4905, 0.0036, 0.0011, -0.0004
Si, 1.1615, 9.7961, 7.6823, 0.0003, -0.0004, -0.0124
Si, 7.0074, 9.366, 7.4797, 0.0011, -0.0013, 0.0019
O, 1.4513, 3.9691, 24.2462, -0.0001, -0.0004, -0.0013
O, 6.8328, 9.481, 24.2266, -0.0005, 0.0015, 0.001
O, 2.5344, 3.0205, 7.6804, -0.0039, 0.0002, 0.0005
O, 8.1269, 8.2678, 7.9901, -0.0019, 0.0009, -0.0015
O, 5.438, 5.4803, 7.9453, 0.0001, 0.0007, -0.0032
O, 0.0226, -0.0069, 8.16, 0.0004, 0.0024, 0.005
O, 4.127, 6.8205, 24.3114, -0.0015, 0.0003, 0.0013
O, 9.5958, 1.3703, 24.1574, -0.0001, -0.0007, -0.0016
O, 1.8181, 9.1235, 9.0871, 0.0009, 0.0002, 0.0036
O, 1.0945, 5.2783, 8.2526, -0.0003, 0.0001, -0.0011
O, 9.0617, 1.7021, 8.9746, 0.0005, -0.0006, -0.0004
O, 6.2621, 9.9112, 8.876, 0.0001, 0.0001, -0.0027
O, 3.7307, 1.6936, 9.3641, -0.0014, 0.0005, -0.0029
O, 3.4697, 7.2768, 8.2707, 0.0027, -0.0011, 0.0006
O, 7.2113, 3.6897, 8.9054, 0.0003, -0.0016, -0.0011
O, 9.9356, 6.7788, 8.9688, -0.0009, 0.0004, -0.0021
O, 2.9786, 1.9717, 23.3879, 0.0005, -0.0001, -0.0004
O, 5.0432, 0.2607, 23.3543, -0.0004, 0.0003, -0.0006
O, 7.8945, 3.2553, 23.313, -0.0001, 0, -0.001
O, 10.338, 5.0468, 23.1788, -0.0003, 0.0001, -0.0004
O, 8.6676, 7.6131, 23.4899, 0.001, -0.0002, -0.0005
O, 2.3975, 8.6391, 23.4159, -0.0004, 0.0004, 0
O, 6.3157, 5.2805, 23.9152, 0.0009, -0.0003, -0.0003
O, 0.5029, 10.5651, 23.3199, 0.0009, -0.0006, -0.0017
Si, 2.9677, 8.0478, 9.5732, 0.0002, 0.001, 0.0022
Si, 9.9524, 0.2289, 13.0995, -0.0023, 0.0031, 0.0027
Si, 14.7403, 5.6491, 13.3453, 0.0239, -0.0088, -0.0197
Si, 4.45, 1.6517, 22.7576, 0.0001, -0.0001, -0.0014
Si, 8.5756, 2.3383, 20.2538, 0.0002, 0.001, -0.0034
Si, 10.1885, 4.9405, 21.5579, 0.0007, 0.0004, -0.0023
Si, 1.2087, 9.3131, 22.5416, 0.0002, 0.0005, -0.0006
Si, 13.102, 4.5773, 20.2046, -0.0001, 0.0003, -0.0005
Si, 1.963, 5.382, 11.0155, -0.0027, -0.0032, 0.0091
Si, -2.0216, 10.1298, 20.1491, -0.0005, 0.0003, -0.0028
Si, 4.4604, 6.6331, 16.01, 0.0051, 0.0046, -0.0075
Si, 7.4388, 9.4024, 12.7261, 0.0047, -0.0097, 0.0065
Si, 5.6584, 9.5843, 10.3399, 0.0037, -0.004, 0.0049
Si, 5.4033, 2.9694, 12.6772, 0.001, 0.018, 0.006
Si, 3.1025, 12.5345, 15.9927, 0.0047, 0.0051, 0.0019
Si, 2.6642, 9.3713, 19.7875, 0.0006, 0.0003, -0.0014
Si, 5.3, 3.827, 15.4988, 0.0015, 0.0194, -0.0186
Si, 3.3042, 2.6399, 10.6269, 0.0012, -0.0001, 0.0042
Si, 4.9439, 10.9989, 12.7255, 0.0012, -0.0025, 0.005
Si, 6.4903, 4.0118, 22.9441, -0.0002, 0.0008, -0.0011
Si, 13.1146, 0.7228, 13.0215, -0.0036, 0.0017, 0.0011
Si, 8.6823, 3.2245, 9.4381, -0.0006, 0.0018, 0.0072
Si, 9.6055, 14.0117, 17.4361, -0.0027, 0.0027, -0.0032
Si, 12.2412, 2.4553, 18.3808, 0.0008, 0.0006, -0.0017
Si, 8.227, 4.5339, 15.1989, -0.0043, 0.0043, -0.0039
Si, 4.6683, -0.0888, 18.0164, 0.001, 0.0002, -0.0014
Si, 5.007, 4.8189, 20.4334, -0.0003, 0.0005, -0.0028
Si, 7.2722, 7.6017, 15.2711, -0.0069, -0.0061, -0.004
Si, 14.5533, 6.7022, 18.8913, 0.0006, 0.0008, -0.0027
Si, 9.4264, 7.7901, 22.0539, 0, 0.0001, -0.0011
Si, 18.285, 9.71, 17.4407, -0.0004, -0.0016, -0.0012
Si, 10.7481, 5.4079, 9.2432, -0.0018, 0.0002, 0.0065
Si, 5.5214, 13.0152, 19.9514, 0.0002, 0.0007, -0.0032
Si, 0.395, -0.5735, 18.4326, 0, 0.001, -0.0018
Si, 9.5568, 11.2161, 16.1697, -0.0013, 0.0009, -0.0015
Si, 8.6054, 3.1019, 12.5737, 0.0003, 0.0102, 0.0002
O, 6.9814, 13.9331, 12.6384, 0.0032, -0.0102, -0.0045
O, 6.9949, -8.7226, 20.6458, 0.0003, 0.0004, 0.0016
O, 11.7138, 0.9735, 18.7881, -0.0001, -0.0005, 0.001
O, 4.7896, 4.1906, 13.8141, 0.003, 0.0047, 0.0018
O, 2.1062, 2.4088, 16.9674, 0.0012, -0.0014, -0.0002
O, 9.7833, 10.7703, 14.6477, -0.0004, 0.0004, -0.0004
O, 5.5151, 1.1803, 18.5914, -0.0002, -0.0005, 0.0009
O, 3.3822, 10.5065, 12.9522, 0.0029, 0, -0.0004
O, 2.5222, 4.0293, 10.2739, 0.0022, 0.0006, 0.0003
O, 0.3381, 5.3441, 10.8033, 0.0006, 0.0007, -0.0034
O, 5.1014, 3.5522, 19.4056, 0.0001, 0, 0.0015
O, 9.403, 3.5726, 20.9873, -0.0001, 0, 0.001
O, 15.7233, 6.4069, 12.319, 0.3987, 0.2213, 0.1185
O, 1.6948, 9.4128, 18.4647, -0.0002, 0.0005, -0.0002
O, 0.0727, 8.1782, 22.2316, 0.0002, -0.0002, 0.0003
O, 13.3803, 5.5633, 18.905, 0.0002, 0.0003, 0.0008
O, 16.6622, -1.1559, 17.3829, 0.0002, 0.001, 0.0008
O, 10.6186, 10.2957, 16.9816, 0.0006, 0.0006, 0.0001
O, 4.4991, 1.5598, 21.1219, -0.0003, 0.0001, 0.0009
O, 2.4557, 5.1932, 12.5963, 0.0028, -0.0118, 0.0017
O, 6.2557, 4.7172, 21.4691, 0.0012, -0.0005, 0.001
O, 8.6462, 9.058, 21.341, 0.0002, 0.0007, 0.0005
O, 8.0149, 10.9534, 16.6181, 0.0012, 0.0008, 0.0005
O, 3.1888, 7.8546, 19.94, 0, 0.0001, 0.0004
O, 15.9861, 6.1366, 19.4624, -0.0003, 0.0003, 0.0009
O, 4.9424, 12.5189, 13.3401, -0.0026, 0.0005, -0.0013
O, 8.8533, 10.1729, 12.3505, -0.0012, 0.0001, -0.0013
O, 8.9702, 4.1492, 13.7859, 0.0024, -0.0032, -0.0007
O, 6.2051, 10.2531, 13.4576, -0.0017, 0.0024, -0.0035
O, 7.7381, 8.2467, 13.8418, 0.0022, 0.0082, -0.001
O, 7.8019, 8.3472, 16.6222, 0.0017, 0.0031, 0.0025
O, 4.2505, 8.7709, 10.2904, -0.0028, -0.0017, -0.0026
O, 4.7023, 3.2572, 11.2812, -0.0017, -0.0041, -0.0039
O, 5.3186, 10.9958, 11.1333, -0.0012, 0.0014, -0.0014
O, 4.4345, 13.4877, 15.8472, -0.0088, -0.0039, -0.0001
O, 3.9201, 10.3004, 19.3445, -0.0001, 0.0002, 0.0007
O, 6.881, 3.5658, 15.3574, -0.0026, -0.005, 0.0012
O, 13.0804, 3.0403, 19.6338, -0.0003, 0, 0
O, 0.6407, 11.0932, 12.7671, 0.0015, -0.0015, -0.0007
O, -1.5407, 6.3598, 21.2027, -0.0001, 0.0003, 0.0008
O, 5.6313, 7.5427, 15.3476, -0.0018, -0.0003, 0.0044
O, 5.0179, 5.1315, 16.3875, -0.0014, -0.0077, -0.0021
O, 3.7917, 7.2472, 17.3417, -0.0001, 0.0002, 0.0022
O, 0.0732, 3.4941, 18.1226, 0.0007, 0.0002, 0.001
O, 11.7019, 4.9415, 20.9229, -0.0002, 0.0002, 0.0007
O, 7.8103, 6.084, 15.1777, 0.004, -0.001, 0.004
O, 5.3344, 2.9231, 23.2481, 0.0001, 0.0004, -0.0002
O, 12.8662, 9.8519, 21.1548, -0.0001, 0.0001, 0.0005
O, 9.0612, 11.7235, 20.5555, 0.0002, -0.0005, 0.0009
O, 2.4878, 1.8111, 11.811, 0.0011, -0.0009, -0.0006
O, 2.3315, 1.3423, 14.56, -0.0004, -0.0008, -0.0027
O, 9.1005, 4.331, 16.5407, 0.0015, -0.001, 0.0019
O, 3.6452, 0.2683, 16.7712, -0.0012, -0.0001, -0.001
O, 9.4339, 12.6831, 12.8425, 0.002, -0.003, -0.0012
O, 10.3625, -1.2101, 19.5476, 0, 0.0004, 0.0003
O, 7.7889, 9.8155, 18.9985, 0.0004, 0.0006, 0.0012
O, 14.4451, 15.6882, 21.1575, 0, -0.0001, 0.0002
O, 6.7654, -2.122, 11.334, -0.007, 0.0025, -0.0006
O, 14.3584, 6.3389, 14.7598, -0.0023, -0.0046, 0.0055
O, 2.4277, 6.8868, 10.598, -0.0008, 0.0019, -0.0003
O, 9.8121, 4.172, 8.7755, 0.0005, -0.0003, -0.0011
O, 8.8639, 3.5182, 11.0384, 0.0018, -0.0034, -0.0052
O, 9.8479, 1.8617, 16.3652, 0.0008, -0.0009, 0
O, 8.5931, 2.6304, 18.6278, 0.0003, -0.0003, 0.0015
H, 16.5297, 6.9037, 12.5667, -0.4162, -0.2162, -0.1052

Results
free energy: -133980.437 eV
free energy less fixed offsets of H -15.97, O -568.88, Si -635.61 eV per atom: -2.507 eV

The program warned: the cutoff lies below the one the program advises for these potential files; the forces do not sum to zero within the program's tolerance; the exchange-correlation potential is rough where the density is thin.
